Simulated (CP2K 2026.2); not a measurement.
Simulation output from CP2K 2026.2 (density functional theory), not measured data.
Periodic cell of 507 atoms, Si360O147, from a study of silicon, its oxide and their interface. The atomic structure is a simulated model.
Doubt: the forces sum to 0.91 eV/angstrom along one axis rather than to zero, so they err by at least 0.0018 eV/angstrom per atom on average; the grid cutoff is modest.

Settings
functional: PBE
method: Gaussian and plane waves
basis set: DZVP-MOLOPT-SR-GTH
pseudopotentials: GTH-PBE
grid cutoff: 350 Ry, relative cutoff 50 Ry
k points: Gamma only
occupations: fixed
spin: none
net charge: 0

Cell vectors (angstrom)
a	16.32	0	0
b	0	16.32	0
c	-6.4818	-4.6421	33.561

Atoms and the computed forces on them: element, x, y, z (angstrom), force x, y, z (eV/angstrom)
Si	14.476	15.37	1.548	-0.187	0.076	0.521
Si	0.904	1.769	1.516	-0.026	0.06	0.03
Si	15.489	3.499	1.422	-0.029	-0.034	0.034
Si	1.88	6.254	1.347	0.23	-0.192	0.504
Si	14.472	10.024	1.368	-0.266	0.179	0.5
Si	1.808	11.776	1.547	0.057	0.003	-0.019
Si	4.651	14.439	1.64	-0.011	0.069	0.088
Si	7.484	0.934	1.456	-0.022	-0.09	0.017
Si	3.661	4.49	1.368	-0.022	0.01	-0.005
Si	7.123	6.381	1.545	-0.046	-0.035	-0.082
Si	3.553	10.043	1.485	-0.021	0.006	0.028
Si	6.339	12.723	1.733	0.027	0.033	0.074
Si	9.281	15.614	1.564	-0.392	-0.006	0.446
Si	12.709	0.676	1.583	0.048	-0.037	0.06
Si	8.849	4.713	1.668	-0.044	0.036	0.072
Si	11.676	7.259	1.362	0.015	0.024	0.044
Si	9.958	8.986	1.372	0.174	-0.168	0.518
Si	12.677	11.748	1.294	0.008	-0.042	0.001
Si	-0.07	0.02	2.754	0.041	0.013	-0.058
Si	2.659	2.809	2.733	0.004	0.003	-0.014
Si	0.097	5.324	2.638	0.006	-0.002	-0.068
Si	2.687	8.136	2.627	0.028	0.005	-0.026
Si	-0.042	10.855	2.702	0.017	-0.012	-0.03
Si	2.807	13.515	2.793	0.018	-0.038	-0.068
Si	5.636	-0.01	2.68	0.008	0.057	-0.075
Si	8.168	2.744	2.811	0.016	0.05	-0.025
Si	5.364	5.409	2.748	-0.025	-0.051	0.01
Si	8.191	8.122	2.718	0.012	0.027	-0.064
Si	5.302	10.941	2.848	-0.047	0	-0.016
Si	8.241	13.73	2.666	0.039	0.015	-0.07
Si	10.946	0.025	3.022	0.056	0.066	0.028
Si	13.659	2.596	2.643	-0.017	0.018	-0.032
Si	10.765	5.566	2.729	0.031	0.003	-0.044
Si	13.494	8.22	2.599	-0.007	-0.022	-0.069
Si	10.944	10.777	2.599	-0.02	0.025	-0.059
Si	13.559	13.511	2.679	-0.064	0.034	-0.028
Si	14.926	1.33	4.186	-0.042	-0.007	-0.024
Si	1.364	4.096	4.194	0.01	-0.005	-0.04
Si	14.946	6.778	3.863	0.025	0.033	-0.003
Si	1.261	9.407	4.044	0.006	0.006	-0.008
Si	15.008	12.283	4.08	-0.035	-0.014	-0.021
Si	1.382	14.957	4.005	-0.031	-0.01	0.006
Si	4.122	1.366	3.944	-0.007	-0.031	-0.031
Si	6.684	4.004	4.131	0.018	0.041	-0.03
Si	4.095	6.879	4.071	-0.016	-0.035	-0.006
Si	6.783	9.527	4.007	0.016	-0.03	0.02
Si	4.049	12.237	4.309	-0.002	0.02	-0.059
Si	6.919	15.014	4.169	-0.007	0.048	-0.059
Si	9.617	1.517	4.229	-0.034	0.02	-0.009
Si	12.237	4.082	3.908	-0.023	-0.044	-0.006
Si	9.492	6.845	4.217	0.012	-0.008	-0.056
Si	12.245	9.519	4.116	-0.03	-0.015	-0.033
Si	9.562	12.214	3.931	-0.007	0.017	-0.012
Si	12.21	14.787	4.184	0.056	-0.002	-0.028
Si	13.579	-0.08	5.479	-0.011	0.012	0.001
Si	-0.012	2.711	5.498	-0.005	0.028	-0.028
Si	13.608	5.437	5.294	-0.022	-0.004	-0.008
Si	-0.076	8.077	5.391	-0.02	-0.012	0.026
Si	13.627	10.895	5.428	-0.014	0.002	-0.015
Si	0.034	13.631	5.434	0.014	-0.003	0.019
Si	2.756	0.01	5.344	0.018	0.019	0.03
Si	5.374	2.665	5.478	-0.024	-0.014	0.036
Si	2.739	5.499	5.458	0.002	-0.005	-0.002
Si	5.465	8.187	5.439	-0.012	0.011	0.015
Si	2.626	10.799	5.467	0.007	-0.014	-0.035
Si	5.497	13.643	5.502	0.035	-0.011	-0.014
Si	8.236	0.072	5.511	-0.016	0.003	-0.015
Si	10.98	2.844	5.501	0.014	-0.011	0.044
Si	8.098	5.412	5.45	0.016	0.005	-0.025
Si	10.886	8.193	5.507	0.025	0.031	0.014
Si	8.17	10.895	5.341	-0.003	0.029	0.022
Si	10.834	13.478	5.487	0.008	-0.014	0.024
Si	14.986	14.948	6.828	-0.013	-0.016	0.004
Si	1.394	1.341	6.778	0.032	-0.043	-0.002
Si	14.929	4.105	6.771	-0.039	0.018	-0.009
Si	1.328	6.802	6.797	0.01	0	0.007
Si	14.951	9.492	6.771	-0.011	-0.006	0.009
Si	1.332	12.222	6.806	-0.014	0.001	0.008
Si	4.087	14.997	6.79	-0.024	0.032	-0.014
Si	6.794	1.365	6.836	-0.003	0.014	0.006
Si	4.058	4.088	6.81	0	-0.008	0.01
Si	6.783	6.8	6.812	-0.014	0.004	0.002
Si	4.063	9.505	6.803	0.012	-0.011	-0.001
Si	6.844	12.233	6.792	0.039	-0.026	-0.003
Si	9.541	14.941	6.821	0.023	0.016	-0.006
Si	12.261	1.356	6.811	-0.011	0.008	-0.005
Si	9.521	4.125	6.822	0.016	-0.009	0.004
Si	12.27	6.778	6.758	0.021	-0.026	-0.007
Si	9.501	9.564	6.796	-0.014	0.02	-0.003
Si	12.25	12.191	6.832	-0.017	0.006	0.018
Si	0.031	-0.003	8.161	-0.005	0.003	0.016
Si	2.711	2.719	8.164	-0.001	0.036	0.004
Si	-0.02	5.436	8.153	0.011	-0.003	0.015
Si	2.702	8.151	8.161	-0.012	-0.005	0.005
Si	-0.026	10.861	8.153	-0.008	0.005	0.006
Si	2.724	13.601	8.129	0.018	-0.023	0
Si	5.434	0.009	8.184	0.007	-0.003	0.015
Si	8.167	2.734	8.167	-0.006	0.005	0.008
Si	5.429	5.437	8.168	0.005	-0.008	0.013
Si	8.154	8.175	8.148	0.005	-0.003	0.007
Si	5.444	10.88	8.136	-0.005	0.02	0.01
Si	8.172	13.596	8.177	-0.016	0.005	0.016
Si	10.895	-0.004	8.166	0.003	-0.009	0.007
Si	13.612	2.726	8.158	0.015	-0.01	0.009
Si	10.893	5.469	8.163	-0.021	0	0.009
Si	13.601	8.142	8.145	0	0.012	0.009
Si	10.874	10.867	8.192	0.013	-0.004	0.008
Si	13.607	13.585	8.166	-0.004	-0.006	0.014
Si	-1.362	1.355	14.954	0.026	-0.01	-0.018
Si	1.351	4.075	14.954	0.005	-0.009	-0.015
Si	-1.368	6.791	14.981	0.003	-0.006	0.003
Si	1.345	9.519	14.958	-0.002	0	0.003
Si	-1.327	12.255	14.965	-0.001	-0.003	-0.007
Si	1.377	-1.361	14.971	-0.008	0.02	-0.003
Si	4.086	1.352	14.989	-0.008	0.014	0.001
Si	6.796	4.065	14.968	0.01	-0.001	-0.003
Si	4.061	6.8	14.951	-0.008	0.017	-0.006
Si	6.779	9.525	14.923	0.007	-0.005	-0.013
Si	4.077	12.255	14.954	0.015	-0.02	-0.003
Si	6.802	-1.341	14.958	-0.003	0.008	0.003
Si	9.538	1.376	14.974	-0.008	0.01	0.004
Si	12.244	4.05	14.966	-0.003	-0.007	0.002
Si	9.499	6.781	14.922	-0.006	0.003	-0.012
Si	12.241	9.511	14.951	-0.015	0.004	-0.004
Si	9.517	12.254	14.948	0.011	-0.015	-0.007
Si	12.253	-1.331	14.954	-0.004	0.002	-0.012
Si	-2.725	0.032	16.342	-0.015	0.004	0.002
Si	-0.005	2.71	16.309	-0.01	0.01	-0.021
Si	-2.725	5.405	16.328	0.007	0.006	-0.006
Si	0.004	8.147	16.337	-0.003	0.01	0.004
Si	-2.694	10.876	16.288	0.003	0.015	-0.005
Si	0.04	13.606	16.352	0.004	-0.025	0.002
Si	2.734	-0.019	16.354	0.02	-0.034	-0.015
Si	5.451	2.707	16.355	0.004	-0.009	0.004
Si	2.708	5.429	16.315	-0.015	-0.003	-0.014
Si	5.429	8.166	16.286	0.023	-0.005	-0.007
Si	2.683	10.917	16.3	-0.004	0.031	-0.006
Si	5.434	13.626	16.313	-0.002	-0.001	-0.002
Si	8.16	0.025	16.32	-0.012	-0.012	-0.001
Si	10.922	2.692	16.367	0.032	-0.015	0.017
Si	8.147	5.444	16.31	-0.015	0.009	-0.01
Si	10.85	8.135	16.271	0	0.001	-0.015
Si	8.124	10.895	16.274	0.001	-0.006	-0.017
Si	10.891	13.622	16.288	-0.003	-0.002	-0.001
Si	-1.35	-1.338	17.651	-0.016	-0.031	-0.048
Si	1.394	1.398	17.66	-0.017	0.005	0.022
Si	-1.395	4.005	17.697	-0.028	0.001	-0.003
Si	1.313	6.722	17.697	-0.025	-0.023	0.011
Si	-1.308	9.572	17.677	-0.009	0.005	-0.004
Si	1.405	12.275	17.765	0.006	0	-0.009
Si	4.06	-1.411	17.741	0.009	-0.013	-0.014
Si	6.768	1.304	17.734	-0.003	0.014	0.01
Si	4.109	4.122	17.681	0.019	0.01	-0.035
Si	6.766	6.801	17.667	-0.005	0.002	-0.011
Si	4.048	9.543	17.59	-0.014	-0.007	0.02
Si	6.833	12.305	17.647	0.011	0.02	0.019
Si	9.576	-1.295	17.647	0.021	0.03	-0.005
Si	12.288	1.36	17.813	-0.017	0.004	-0.003
Si	9.527	4.081	17.639	0.017	0.01	0.019
Si	12.221	6.796	17.629	-0.009	-0.022	0.013
Si	9.439	9.473	17.59	-0.008	-0.007	-0.029
Si	12.235	12.223	17.61	0.021	-0.001	-0.037
Si	0.006	0.054	18.978	-0.045	-0.046	0.047
Si	2.787	2.747	19.014	0.001	-0.031	0.058
Si	-0.063	5.313	19.076	0.054	0.001	-0.009
Si	2.721	8.134	18.923	0.006	0.014	-0.001
Si	0.045	10.919	19.109	-0.02	-0.04	-0.022
Si	2.755	13.595	19.234	0.052	-0.008	-0.009
Si	5.413	-0.109	19.131	0.007	0.028	0.004
Si	8.176	2.712	18.981	0	-0.006	-0.045
Si	5.431	5.486	19.09	0.007	-0.01	-0.039
Si	8.074	8.182	19.025	0.04	-0.029	-0.009
Si	5.373	10.97	18.903	-0.031	0.021	0.014
Si	8.25	13.678	18.988	-0.036	-0.042	0.002
Si	10.926	-0.049	19.135	-0.011	0.008	-0.022
Si	-2.687	2.74	19.231	0.01	0.046	-0.007
Si	10.862	5.451	19.009	-0.027	-0.004	-0.027
Si	-2.716	8.182	18.92	-0.005	0.002	-0.029
Si	10.813	10.83	18.865	0.019	0.026	0.011
Si	-2.703	13.569	18.956	0	-0.013	0.026
Si	-1.258	1.317	20.535	-0.047	-0.038	0.052
Si	1.4	3.989	20.444	-0.024	0.087	0.036
Si	-1.48	6.763	20.297	-0.024	0.006	0.037
Si	1.443	9.478	20.338	-0.042	-0.033	0.07
Si	-1.333	12.316	20.426	0.054	0.024	0.097
Si	1.317	-1.25	20.421	-0.021	-0.058	0.033
Si	4.043	1.332	20.431	0.057	-0.03	0.002
Si	6.824	4.07	20.352	-0.011	-0.015	0.035
Si	4.072	6.911	20.412	0.025	-0.021	0.066
Si	6.676	9.633	20.253	0.009	-0.022	0.006
Si	4.189	12.186	20.572	-0.015	-0.007	0.089
Si	6.857	-1.465	20.481	-0.001	-0.003	0.025
Si	9.525	1.374	20.381	0.018	-0.002	0.066
Si	12.19	4.17	20.504	0	0.007	0.078
Si	9.454	6.809	20.339	0.018	0.036	0.012
Si	12.194	9.527	20.209	0.002	-0.022	0.033
Si	9.578	12.233	20.271	0.033	0.028	0.037
Si	12.284	-1.509	20.447	-0.029	0.034	0.107
Si	-2.274	-0.519	21.646	0.194	-0.139	-0.691
Si	0.599	2.179	21.795	0.026	0.01	0.026
Si	-3.161	5.942	21.769	0.084	-0.208	-0.756
Si	0.163	7.87	21.485	0.017	0.206	-0.71
Si	-3.117	11.208	21.455	-0.097	0.243	-0.548
Si	-0.472	-2.13	21.654	-0.237	0.061	-0.615
Si	2.275	0.446	21.76	0.052	-0.007	0.06
Si	5.738	2.44	21.63	-0.189	0.111	-0.699
Si	2.462	5.732	21.648	0.107	-0.166	-0.662
Si	4.983	8.738	21.649	0.009	0.047	0.037
Si	3.178	10.345	21.705	0.006	-0.025	-0.012
Si	6.098	13.016	21.821	0.069	-0.148	-0.634
Si	7.974	0.218	21.693	0.109	-0.184	-0.778
Si	10.579	2.972	21.74	0.173	-0.045	-0.693
Si	8.363	5.222	21.692	-0.361	0.337	-0.029
Si	10.908	8.137	21.596	-0.024	0.021	-0.613
Si	11.468	12.857	21.586	0.045	0.062	-0.627
Si	7.813	11.274	21.465	0.01	0.051	0.016
Si	0.927	-3.532	27.218	0	-0.033	-0.001
Si	3.085	-0.088	23.936	-0.309	0.204	-0.581
Si	0.225	2.908	24.013	0.227	-0.19	-0.556
Si	2.623	4.744	24.495	0.009	-0.082	-0.051
Si	-0.202	8.694	24.292	0	0.048	-0.059
Si	2.032	10.551	23.755	0.272	-0.06	-0.579
Si	5.722	-0.647	27.055	-0.023	-0.072	0.002
Si	6.636	5.891	30.296	-0.011	0.066	0.006
Si	4.739	2.546	24.439	-0.018	0.098	-0.122
Si	9.503	6.709	25.922	-0.008	0.067	-0.004
Si	6.087	8.472	23.704	-0.347	0.149	-0.52
Si	4.968	9.082	26.534	0.054	-0.026	-0.105
Si	1.303	0.888	26.204	0.108	-0.054	-0.045
Si	-3.764	-0.288	24.439	-0.022	-0.025	-0.113
Si	-4.715	2.498	24.654	-0.004	0.054	-0.161
Si	-2.356	4.413	24.382	-0.076	0.037	-0.112
Si	8.804	10.021	23.146	-0.198	0.31	-0.635
Si	-0.014	12.816	24.249	0.045	-0.007	-0.04
Si	10.147	-1.225	31.038	-0.109	-0.032	-0.008
Si	2.833	-0.335	33.05	-0.23	0.213	0.517
Si	7.562	7.966	28.043	0.019	-0.028	0.033
Si	9.487	-1.033	24.233	0.049	-0.036	-0.074
Si	-4.189	11.833	26.547	0.019	0.056	-0.106
Si	-2.258	10.909	24.418	0.049	0.014	-0.129
Si	3.732	1.616	27.996	-0.004	-0.022	0.149
Si	-1.873	4.877	33.013	-0.441	0.067	0.489
Si	6.901	3.838	25.984	-0.005	0.023	-0.041
Si	5.248	-1.704	32.22	0.08	0.008	0.016
Si	8.364	10.381	29.516	-0.012	0.036	0.135
Si	7.678	5.975	23.799	0.109	-0.161	-0.591
Si	-5.113	0.049	28.611	0.059	-0.034	0.005
Si	-0.281	-0.936	28.237	0.028	0	0.025
Si	-4.515	4.702	28.63	-0.048	0.034	-0.089
Si	5.722	7.738	32.58	0.094	-0.179	0.563
Si	3.402	9.105	31.087	-0.004	-0.081	0.071
Si	-0.214	7.364	33.114	-0.114	0.314	0.558
Si	-0.062	2.417	32.943	0.182	-0.208	0.61
Si	2.985	6.653	26.968	0.123	-0.08	-0.057
Si	7.944	-0.569	32.967	0.309	-0.168	0.545
Si	5.421	11.032	30.323	-0.005	0.142	0.196
Si	8.207	4.132	32.08	0.037	-0.009	0.079
Si	3.686	1.687	31.039	-0.073	0.021	0.076
Si	-1.239	0.48	30.805	-0.047	-0.029	0.022
Si	-3.749	9.932	28.738	0.186	0.008	0.013
Si	-1.546	9.824	32.917	-0.103	-0.194	0.71
Si	-5.363	2.964	32.141	0.055	-0.016	0.042
Si	-2.096	-1.359	32.973	-0.193	0.414	0.469
Si	8.703	-0.637	27.185	0	-0.174	0.027
Si	6.098	1.993	32.826	-0.36	0.079	0.596
Si	4.941	4.582	28.121	0.016	-0.009	-0.01
Si	2.381	4.213	31.996	0.047	-0.045	0.196
Si	-0.567	10.414	28.655	0.001	0.024	0.048
Si	-1.514	6.68	26.103	0.016	0.157	-0.073
Si	-3.122	-1.747	27.072	0.013	0.143	0.006
Si	0.208	7.434	28.3	0.015	0.057	0.097
Si	3.614	11.725	26.259	-0.084	0.019	-0.013
Si	-4.279	5.552	31.524	0.102	-0.034	0.094
Si	1.558	6.942	30.845	0.026	-0.002	0.034
Si	5.022	-2.299	24.619	0.007	-0.046	-0.077
Si	10.144	12.464	24.393	0.045	-0.065	-0.182
Si	5.612	-2.49	29.442	0.067	-0.017	-0.01
Si	9.749	3.724	26.695	-0.058	0.037	0.054
Si	-4.613	-3.041	32.96	-0.248	-0.161	0.592
Si	0.84	-2.706	32.89	-0.013	-0.401	0.713
Si	-3.485	2.277	29.612	0	-0.069	0.153
Si	0.839	10.938	31.486	-0.03	-0.026	-0.067
Si	8.69	-3.018	29.005	-0.146	0.035	-0.042
Si	4.964	-4.445	33.218	0.388	-0.104	0.456
Si	-4.15	7.379	27.015	-0.065	0.035	0.019
Si	-5.29	8.009	33.037	0.068	-0.289	0.58
Si	-4.128	10.549	31.727	0.05	-0.013	0.024
Si	8.425	9.342	32.366	-0.044	0.031	0.078
Si	-1.336	1.368	9.513	0.014	0.034	0.007
Si	1.342	4.074	9.518	-0.021	-0.029	0.005
Si	-1.361	6.8	9.52	0.003	0.015	-0.003
Si	1.352	9.523	9.514	0.016	0.022	0.004
Si	-1.369	12.219	9.529	-0.017	-0.022	0.002
Si	1.374	14.946	9.517	-0.004	-0.001	-0.004
Si	4.08	1.374	9.534	0.009	0.006	-0.004
Si	6.804	4.089	9.526	0.009	0.023	-0.003
Si	4.058	6.788	9.523	-0.011	-0.02	-0.003
Si	6.789	9.52	9.515	0	-0.018	-0.007
Si	4.088	12.249	9.496	0.012	0.013	0.01
Si	6.796	14.954	9.525	-0.014	-0.016	0.009
Si	9.518	1.353	9.515	-0.019	-0.024	-0.001
Si	12.236	4.078	9.513	-0.015	-0.017	-0.013
Si	9.525	6.825	9.517	0.022	0.024	0.008
Si	12.238	9.493	9.525	-0.034	-0.019	0.006
Si	9.531	12.248	9.543	0.029	0.011	-0.004
Si	12.258	14.961	9.524	0.02	0.018	-0.001
Si	13.619	0.005	10.873	-0.005	-0.014	-0.005
Si	0.004	2.719	10.894	0.01	0.001	0.005
Si	13.598	5.435	10.875	0.001	0.007	-0.001
Si	-0.003	8.162	10.878	0	-0.007	-0.001
Si	13.59	10.867	10.887	-0.001	0.004	-0.005
Si	0.005	13.588	10.872	-0.005	-0.007	-0.002
Si	2.722	-0.001	10.88	0.002	0.002	0
Si	5.445	2.729	10.889	0.01	0.004	0.005
Si	2.706	5.429	10.886	0.002	0.006	-0.002
Si	5.426	8.156	10.871	-0.011	0.002	-0.002
Si	2.719	10.89	10.857	-0.008	-0.011	-0.006
Si	5.435	13.601	10.878	0.007	0.004	0.001
Si	8.157	0	10.878	0	0.009	0.001
Si	10.879	2.714	10.869	0.001	0.007	0
Si	8.164	5.453	10.873	0.003	-0.009	-0.006
Si	10.881	8.155	10.899	0	0.003	0.002
Si	8.155	10.881	10.879	0	0.01	-0.003
Si	10.895	13.61	10.894	-0.007	-0.001	0.005
Si	-1.345	-1.361	12.231	0.007	0.009	0.001
Si	1.363	1.351	12.249	-0.007	0.001	0.002
Si	-1.36	4.084	12.241	-0.004	-0.011	-0.002
Si	1.352	6.802	12.24	-0.009	0.002	0
Si	-1.367	9.51	12.244	-0.008	0.011	-0.004
Si	1.367	12.237	12.236	0.017	-0.001	0.005
Si	4.086	-1.35	12.24	-0.003	-0.003	0.006
Si	6.809	1.367	12.245	-0.003	-0.01	0.001
Si	4.071	4.071	12.25	-0.003	0.005	0.001
Si	6.786	6.796	12.234	0.015	0.007	0.002
Si	4.066	9.524	12.221	0.006	0.008	0.001
Si	6.794	12.242	12.236	-0.006	-0.005	0.006
Si	9.52	-1.352	12.241	0.002	0.004	0.001
Si	12.245	1.36	12.229	0.003	0.007	-0.002
Si	9.52	4.077	12.225	-0.002	0.005	-0.003
Si	12.238	6.781	12.247	-0.011	-0.008	0.001
Si	9.521	9.528	12.24	0.01	-0.012	0
Si	12.252	12.246	12.253	-0.003	-0.007	0.009
Si	0.006	-0.011	13.608	-0.002	-0.009	-0.001
Si	2.72	2.704	13.616	-0.008	-0.023	0.004
Si	-0.005	5.447	13.605	0.012	0.02	0
Si	2.713	8.169	13.592	0.005	0.013	-0.008
Si	-0.003	10.877	13.591	-0.01	-0.015	-0.001
Si	2.724	13.61	13.592	0.001	0.006	0.003
Si	5.443	0.015	13.602	0.018	0.012	-0.002
Si	8.174	2.728	13.604	0.02	0.019	-0.008
Si	5.431	5.432	13.606	-0.007	-0.015	0.009
Si	8.149	8.163	13.579	0.002	0.009	0
Si	5.418	10.886	13.581	-0.006	-0.012	-0.007
Si	8.152	13.608	13.594	-0.013	-0.009	0.003
Si	10.88	0.011	13.596	-0.005	-0.003	0.007
Si	13.605	2.715	13.591	-0.009	0.011	0.005
Si	10.879	5.411	13.6	-0.004	-0.013	-0.004
Si	13.597	8.142	13.603	-0.004	-0.017	-0.004
Si	10.883	10.887	13.602	-0.007	0.012	0.003
Si	13.622	13.615	13.608	0.021	0.01	0
O	-3.879	1.19	25.074	0.125	0.193	0.604
O	-1.736	5.157	25.657	0.256	-0.384	0.572
O	6.781	10.611	29.613	-0.263	-0.166	-0.197
O	-0.376	7.37	25.186	0.545	-0.124	-0.093
O	7.974	5.154	30.847	0.492	0.245	-0.081
O	-2.825	10.588	22.95	-0.063	-0.332	0.216
O	0.02	-2.254	23.232	0.129	0.177	0.412
O	2.066	-0.138	25.204	-0.131	-0.543	0.11
O	6.834	1.316	22.12	0.039	-0.035	0.457
O	3.538	3.492	24.973	-0.156	-0.038	0.572
O	1.25	6.77	22.044	0.044	-0.019	0.477
O	1.08	4.261	24.345	-0.222	0.573	-0.091
O	3.795	8.03	26.832	-0.075	0.036	0.269
O	8.665	-0.334	23.05	-0.026	0.079	0.303
O	11.109	2.287	23.125	-0.046	-0.373	0.065
O	9.48	4.1	22.188	0.012	-0.076	0.23
O	-4.18	1.343	28.492	0.144	0.089	-0.459
O	0.018	9.021	28.099	0.088	0.214	-0.214
O	-1.557	12.367	24.411	-0.507	0.201	0.157
O	6.305	8.658	27.317	-0.039	0.018	0.057
O	6.962	8.704	32.151	-0.005	0.342	-0.406
O	-4.946	4.484	32.56	0.079	0.331	0.454
O	0.262	0.118	27.15	-0.143	0.238	0.02
O	7.207	0.858	33.174	0.081	0.144	0.06
O	-2.256	-0.54	31.567	-0.653	-0.047	-0.538
O	-4.632	7.063	31.91	0.202	0.146	-0.633
O	1.546	6.968	27.571	0.057	0.038	0.122
O	8.532	4.972	33.429	0.241	0.242	-0.194
O	9.717	-2.456	30.103	0.446	-0.473	0.236
O	-5.311	-1.765	32.267	0.133	0.537	0.373
O	1.984	-1.61	32.538	-0.135	-0.111	-0.24
O	-3.263	3.701	28.874	0.484	0.166	-0.31
O	5.913	-2.942	23.426	0.377	-0.093	0.23
O	12.025	7.066	22.207	-0.014	-0.076	0.53
O	10.794	7.637	26.201	-0.054	0.463	-0.299
O	3.376	3.264	31.16	0.271	0.247	-0.443
O	6.832	3.334	32.308	-0.068	0.453	-0.208
O	-3.099	-1.246	25.543	0.355	-0.165	-0.219
O	0.825	11.626	23.527	-0.24	-0.036	-0.614
O	-0.519	5.774	32.973	0.594	-0.132	-0.058
O	2.902	11.048	24.994	0.185	0.149	0.113
O	-3.458	10.876	25.478	-0.305	-0.493	0.038
O	-3.019	-2.702	32.993	0.213	-0.314	-0.134
O	7.195	-0.155	27.492	-0.075	0.541	0.51
O	-0.307	-0.301	29.73	0.486	0.076	0.077
O	2.748	7.871	30.275	0.047	0.025	-0.308
O	10.157	15.623	0.144	0.038	-0.316	-0.088
O	4.877	-3.91	29.672	-0.435	-0.145	-0.047
O	8.417	10.454	33.539	0.027	0.412	-0.157
O	2.344	1.661	27.173	-0.254	0.561	0.194
O	9.929	5.17	26.026	0.411	-0.168	-0.503
O	4.448	-3.051	32.594	-0.598	0.059	-0.158
O	1.15	7.586	32.271	0.481	0.428	0.416
O	2.066	5.44	31.02	0.187	-0.098	-0.239
O	5.978	4.802	26.894	-0.001	0.375	-0.158
O	-5.117	1.962	33.38	0.012	-0.258	-0.116
O	1.352	9.148	24.249	0.304	-0.565	0.173
O	8.346	7.026	26.999	-0.13	-0.153	0.139
O	5.203	1.493	31.564	0.388	-0.147	-0.574
O	6.796	-1.706	32.688	0.006	-0.577	0.131
O	-1.366	3.211	23.988	-0.291	-0.236	-0.104
O	9.045	-0.408	25.639	0.084	0.455	0.094
O	-5.235	-0.243	30.19	0.3	0.06	0.416
O	4.366	9.856	30.041	0.101	-0.027	-0.605
O	9.387	3.065	31.764	-0.114	-0.267	-0.177
O	4.388	3.078	28.055	-0.068	0.066	-0.174
O	2.255	10.172	31.498	0.074	0.22	0.071
O	-4.61	10.922	27.799	-0.473	0.21	0.025
O	4.691	0.57	27.233	-0.066	0.028	-0.204
O	-4.888	5.346	30.057	-0.28	0.384	-0.126
O	10.036	9.033	22.674	0.119	-0.037	0.122
O	8.869	-0.448	31.638	-0.287	0.184	-0.441
O	4.513	10.581	26.968	0.11	0.084	0.372
O	-0.064	11.592	27.671	-0.345	-0.112	-0.11
O	-1.156	9.837	24.903	-0.017	-0.157	0.696
O	-1.454	8.24	32.463	-0.276	-0.135	-0.452
O	0.591	-3.108	25.686	-0.089	0.173	-0.13
O	3.134	5.243	23.046	0.35	-0.169	0.107
O	-0.567	-1.899	32.982	-0.006	-0.058	0.025
O	-3.809	3.826	24.738	-0.273	0.181	0.34
O	3.782	-1.557	23.879	-0.185	-0.237	-0.222
O	4.297	8.504	32.321	-0.195	0.237	0.248
O	-3.962	8.419	28.228	-0.012	-0.19	0.296
O	5.802	-1.204	25.531	0.247	0.12	-0.322
O	-2.77	-0.223	23.178	0.044	0.036	0.062
O	7.423	4.657	24.699	-0.015	-0.306	-0.218
O	7.557	9.177	23.751	0.259	0.177	0.246
O	9.424	8.131	32.792	-0.39	-0.443	0.253
O	7.199	-2.754	29.558	0.153	0.164	0.167
O	-4.463	2.485	30.891	0.078	-0.196	-0.025
O	10.531	3.829	28.11	0.003	-0.049	0.33
O	3.505	1.153	29.53	-0.325	-0.275	-0.003
O	5.795	6.465	31.563	-0.207	-0.472	-0.068
O	-4.133	5.878	27.614	0.039	-0.265	-0.351
O	10.863	12.528	25.836	-0.223	0.207	0.364
O	-1.803	-1.298	27.862	-0.253	-0.098	0.053
O	8.99	11.722	28.863	0.202	0.001	-0.349
O	-0.036	10.416	32.75	0.299	0.257	0.228
O	4.445	-0.59	33.048	0.262	0.361	0.424
O	9.114	-2.614	24.259	-0.716	-0.019	-0.123
O	3.747	5.644	27.969	-0.129	0.096	0.305
O	7.062	7.088	29.3	0.15	0.121	-0.029
O	-2.691	5.25	31.648	0.133	-0.181	-0.683
O	8.911	6.852	24.426	0.2	0.249	-0.307
O	-0.661	8.452	22.766	-0.494	0.056	-0.118
O	-3.181	-3.351	27.086	0.255	-0.041	0.425
O	10.387	2.637	25.692	-0.2	-0.277	-0.069
O	6.002	2.596	25.453	0.084	-0.451	0.065
O	-2.182	10.347	28.707	0.007	0.066	-0.07
O	0.03	10.654	30.129	0.095	-0.179	-0.024
O	-4.695	9.502	32.817	-0.142	0.163	0.237
O	8.931	10.064	31.005	0.472	0.253	0.062
O	3.038	4.733	33.386	0.25	0.332	-0.058
O	11.079	-0.81	24.008	0.118	-0.103	-0.427
O	8.179	3.351	26.857	-0.275	-0.521	0.287
O	0.499	1.901	25.247	-0.421	-0.109	0.276
O	0.667	-2.254	28.182	0.415	-0.185	0.495
O	2.484	12.319	27.267	0.034	-0.154	0.469
O	-4.438	-1.177	27.813	-0.277	-0.356	-0.04
O	0.287	7.017	29.856	-0.67	-0.318	0.304
O	4.548	-3.435	25.653	0.347	-0.138	0.417
O	2.642	0.889	31.995	-0.305	0.195	-0.183
O	5.171	-1.474	30.622	-0.281	0.492	-0.164
O	5.664	11.158	31.932	0.236	-0.381	-0.016
O	11.229	12.706	23.213	0.467	-0.156	0.363
O	6.327	6.874	23.898	-0.262	-0.153	0.195
O	-4.821	-4.347	32.028	-0.449	-0.085	-0.041
O	-2.466	5.455	23.155	0.427	0.296	0.179
O	-2.91	7.497	25.981	-0.04	0.366	-0.293
O	-4.37	10.059	30.22	-0.541	-0.189	-0.168
O	8.597	9.108	28.553	0.548	0.033	-0.343
O	-1.048	6.67	27.646	-0.316	-0.385	0.348
O	-2.082	1.632	30.054	0.366	0.196	-0.38
O	5.233	-1.855	28.021	-0.608	-0.043	-0.149
O	2.783	5.952	25.531	0.074	0.289	-0.24
O	-1.446	3.301	33.035	-0.45	-0.143	0.279
O	9.715	0.281	28.045	-0.203	0.587	-0.199
O	0.973	-3.782	31.678	0.093	0.152	-0.502
O	1.039	3.39	32.298	0.049	0.12	-0.15
O	9.404	11.036	24.268	0.113	-0.291	0.416
O	-2.529	10.66	31.951	0.263	0.319	-0.197
O	5.173	3.124	22.994	-0.211	0.298	-0.022
O	-0.322	1.165	31.947	0.384	-0.141	0.211
O	4.222	1.031	24.283	0.375	-0.022	0.071
O	5.709	4.827	29.516	-0.292	-0.225	0.414
O	8.863	-2.205	27.611	0.173	-0.281	-0.545
O	5.239	9.079	24.934	-0.463	0.121	-0.153

Results
total energy: -102973.215 eV
total energy less fixed offsets of O -438.35, Si -107.03 eV per atom: -4.965 eV
